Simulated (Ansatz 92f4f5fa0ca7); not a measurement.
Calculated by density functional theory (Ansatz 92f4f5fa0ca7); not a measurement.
Periodic cell of 300 atoms, Si196O104, from a study of silicon, its oxide and their interface. The atomic structure is a simulated model.
Doubt: the cutoff is far below the 930 eV that the study's wrapper takes by default for these files, so forces and energies are approximate.

Settings: functional PBE; potential files Ansatz PAW; basis plane waves; wave-function cutoff 580 eV; density cutoff ratio 5; exchange-correlation grid ratio 1; k mesh 1 x 1 x 1, Gamma-centred; self-consistency stop 5e-08 eV per atom in the density residual; occupations fixed; spin none; net charge 0.

Cell vectors (angstrom)
a, 11.6015, 0, 0
b, 0, 10.938, 0
c, 0, 0, 41.7116

Atoms and the computed forces on them: element, x, y, z (angstrom), force x, y, z (eV/angstrom)
Si, 0, 0, 0.9665, 0.0022, 0.0419, -0.0106
Si, 3.8672, 0, 0.9665, 0.0074, 0.0382, -0.0038
Si, 7.7343, 0, 0.9665, -0.0083, -0.0121, -0.0302
Si, 1.9336, 1.3673, 0.9665, 0.0031, -0.0509, 0.0168
Si, 5.8008, 1.3673, 0.9665, 0.0018, 0.0087, 0.0161
Si, 9.6679, 1.3673, 0.9665, 0.0001, -0.0276, 0.0029
Si, 0, 5.469, 0.9665, -0.0049, 0.0429, -0.0106
Si, 3.8672, 5.469, 0.9665, -0.0103, 0.0611, -0.0107
Si, 7.7343, 5.469, 0.9665, 0.0156, 0.0404, -0.0065
Si, 1.9336, 6.8362, 0.9665, -0.0035, -0.0298, 0.0208
Si, 5.8008, 6.8362, 0.9665, -0.0041, -0.0834, 0.0105
Si, 9.6679, 6.8362, 0.9665, 0.0022, -0.0389, 0.0087
Si, 1.9336, 2.7345, 40.7445, -0.0011, 0.0326, 0.0085
Si, 5.8008, 2.7345, 40.7445, -0.0019, -0.0476, 0.0471
Si, 9.6679, 2.7345, 40.7445, 0.0078, 0.0068, 0.0224
Si, 0, 4.1018, 40.7445, 0.0111, -0.0603, -0.0213
Si, 3.8672, 4.1018, 40.7445, 0.01, -0.0947, -0.0269
Si, 7.7343, 4.1018, 40.7445, -0.0124, -0.056, -0.0158
Si, 1.9336, 8.2035, 40.7445, 0.0043, 0.0123, -0.0014
Si, 5.8008, 8.2035, 40.7445, -0.0064, 0.1065, -0.044
Si, 9.6679, 8.2035, 40.7445, 0.0092, 0.0564, -0.0357
Si, 0, 9.5708, 40.7445, -0.0009, -0.0113, 0.0368
Si, 3.8672, 9.5708, 40.7445, -0.0026, -0.0074, 0.0421
Si, 7.7343, 9.5708, 40.7445, 0.0037, -0.0043, 0.003
Si, 0, 0, 4.8337, 0.0477, -0.134, 0.0968
Si, 3.8672, 0, 4.8337, 0.0178, -0.0672, 0.1393
Si, 7.7343, 0, 4.8337, -0.0461, -0.0857, -0.3556
Si, 1.9336, 1.3673, 4.8337, -0.0232, -0.0466, 0.0699
Si, 5.8008, 1.3673, 4.8337, -0.0179, -0.0472, -0.0727
Si, 9.6679, 1.3673, 4.8337, 0.0031, -0.0313, 0.0387
Si, 0, 5.469, 4.8337, 0.0208, 0.0089, -0.0249
Si, 3.8672, 5.469, 4.8337, -0.0576, 0.0351, -0.0355
Si, 7.7343, 5.469, 4.8337, 0.0076, 0.0316, 0.0552
Si, 1.9336, 6.8362, 4.8337, 0.0364, -0.1119, 0.0631
Si, 5.8008, 6.8362, 4.8337, -0.0523, -0.1724, 0.1371
Si, 9.6679, 6.8362, 4.8337, 0.0413, -0.2638, -0.1232
Si, 1.9336, 2.7345, 2.9001, -0.0053, 0.0336, -0.0337
Si, 5.8008, 2.7345, 2.9001, 0.0096, -0.0204, -0.0368
Si, 9.6679, 2.7345, 2.9001, 0.0028, 0.0012, -0.0472
Si, 0, 4.1018, 2.9001, 0.0175, -0.0543, 0.0346
Si, 3.8672, 4.1018, 2.9001, 0.0028, -0.0703, 0.0324
Si, 7.7343, 4.1018, 2.9001, -0.0138, -0.0655, 0.0414
Si, 1.9336, 8.2035, 2.9001, -0.0035, 0.0698, 0.0444
Si, 5.8008, 8.2035, 2.9001, 0.0035, 0.1064, 0.0382
Si, 9.6679, 8.2035, 2.9001, -0.0033, 0.0555, 0.0202
Si, 0, 9.5708, 2.9001, -0.0037, -0.019, -0.0233
Si, 3.8672, 9.5708, 2.9001, -0.014, -0.0368, -0.0066
Si, 7.7343, 9.5708, 2.9001, 0.0132, 0.0873, -0.0842
Si, -0.4773, 0.0705, 31.14, 0.0297, 0.0174, 0.0019
Si, 1.406, 1.4342, 31.1295, -0.028, -0.0136, 0.0097
Si, 7.3285, 0.59, 31.2626, 0.0024, 0.0202, 0.015
Si, 3.0272, -0.2415, 31.1512, 0.014, -0.0226, -0.0396
Si, 5.1937, 0.5964, 29.1546, 0.0048, -0.0129, 0.0259
Si, 9.4211, 1.656, 31.1153, 0.0069, -0.0065, 0.0001
Si, -0.0052, 5.6715, 30.8877, 0.0409, 0.0307, 0.0344
Si, 4.3315, 5.7819, 30.426, -0.5336, 0.0937, 0.1824
Si, 7.7968, 5.501, 31.0522, -0.0004, -0.0607, -0.0174
Si, 2.0817, 7.8834, 31.1304, 0.2467, -0.4938, -0.3438
Si, 9.6246, 6.8999, 30.8979, 0.0113, 0.0249, 0.0196
Si, 6.1383, 7.0959, 30.8185, -0.0387, 0.0451, 0.0036
Si, 1.8701, 2.7629, 33.0236, 0.0126, 0.0158, -0.0354
Si, 5.976, 2.695, 33.1866, -0.0312, 0.0256, 0.0179
Si, 9.7324, 2.9233, 33.0754, -0.001, -0.0079, -0.0061
Si, 0.0812, 4.3045, 32.9336, 0.0065, 0.0049, -0.0219
Si, 3.9562, 3.8841, 32.9456, 0.0123, -0.0295, 0.0116
Si, 7.7825, 4.2372, 33.0702, 0.0021, 0.0101, -0.0106
Si, 1.9756, 8.4644, 33.331, -0.0182, -0.0104, -0.0252
Si, 5.8426, 8.3623, 32.8646, 0.0077, 0.0114, -0.0092
Si, 9.6197, 8.2498, 32.9187, 0.0049, -0.008, 0.0006
Si, -0.0857, 9.6611, 33.0782, 0.0036, 0.0058, 0.0004
Si, 3.9128, 9.7594, 33.1323, 0.0011, -0.0187, -0.0091
Si, 7.7414, 9.7566, 32.9085, -0.0086, -0.018, 0.0072
Si, -0.036, 0.0763, 34.9939, 0.01, 0.0013, -0.008
Si, 3.9265, 0.1348, 35.0394, -0.0046, 0.0011, -0.0041
Si, 7.7882, 0.0378, 34.9552, -0.0054, 0.0006, 0.0151
Si, 1.9222, 1.399, 34.9617, -0.0066, 0.0123, -0.0004
Si, 5.8898, 1.4107, 35.1197, 0.0019, -0.0045, -0.0011
Si, 9.6762, 1.4723, 34.9702, -0.0016, -0.0022, -0.0144
Si, -0.0404, 5.5535, 34.9237, 0.0079, -0.0047, -0.0001
Si, 3.8828, 5.4558, 34.8088, -0.0072, 0.0122, 0.0086
Si, 7.7076, 5.5871, 34.9707, 0.0037, -0.0095, -0.0044
Si, 1.9372, 6.8238, 34.9883, -0.0016, 0.0009, 0.0077
Si, 5.7731, 6.9191, 34.8145, 0.0003, -0.0026, 0.0015
Si, 9.6301, 6.9283, 34.9099, 0.0047, 0.0076, -0.0175
Si, 1.9281, 2.7748, 36.8788, -0.0003, 0.0045, 0.0013
Si, 5.8175, 2.8172, 36.9611, 0.0002, -0.0016, -0.0017
Si, 9.6595, 2.79, 36.9084, -0.0021, 0.0012, 0.0028
Si, -0.0093, 4.1454, 36.8518, 0.0038, 0.0037, 0.0045
Si, 3.8692, 4.1449, 36.8307, -0.0014, 0.004, 0.0001
Si, 7.738, 4.1651, 36.8778, -0.0038, -0.006, 0.0023
Si, 1.9541, 8.2147, 36.8942, -0.0001, 0.0047, 0.0119
Si, 5.8005, 8.2174, 36.8313, -0.0074, -0.0001, 0.0101
Si, 9.6772, 8.2244, 36.8827, 0.003, -0.0061, 0.0071
Si, 0.0093, 9.5789, 36.8778, -0.0006, 0.0037, 0.0078
Si, 3.878, 9.5938, 36.8824, 0.002, -0.0083, 0.0106
Si, 7.7521, 9.5783, 36.8664, 0.002, -0.0053, 0.0053
Si, 0, 0, 38.8109, 0.0301, 0.0552, -0.0041
Si, 3.8672, 0, 38.8109, 0.0101, 0.0872, 0.0758
Si, 7.7343, 0, 38.8109, -0.0155, 0.0402, -0.0858
Si, 1.9336, 1.3673, 38.8109, -0.0023, 0.105, -0.0656
Si, 5.8008, 1.3673, 38.8109, 0.0023, 0.0717, 0.2581
Si, 9.6679, 1.3673, 38.8109, -0.0362, 0.0495, 0.0005
Si, 0, 5.469, 38.8109, -0.0004, 0.1421, -0.0464
Si, 3.8672, 5.469, 38.8109, -0.0295, 0.1288, -0.1737
Si, 7.7343, 5.469, 38.8109, 0.0323, 0.2888, 0.1675
Si, 1.9336, 6.8362, 38.8109, 0.0152, 0.0342, 0.1473
Si, 5.8008, 6.8362, 38.8109, 0.0195, 0.0358, -0.2561
Si, 9.6679, 6.8362, 38.8109, 0.0139, -0.0148, -0.0153
Si, 1.9285, 2.7182, 6.7834, 0.0048, 0.0023, -0.0076
Si, 5.7861, 2.7515, 6.739, -0.0027, -0.0022, 0.0004
Si, 9.6707, 2.7494, 6.7544, 0.0066, -0.0016, -0.005
Si, 0.006, 4.1075, 6.7755, 0.0007, -0.0013, -0.0074
Si, 3.854, 4.0981, 6.7662, -0.0019, 0.001, -0.005
Si, 7.7237, 4.1016, 6.7806, 0.0057, 0.0023, -0.0053
Si, 1.9659, 8.1478, 6.8071, -0.0039, -0.0028, -0.0079
Si, 5.7836, 8.1391, 6.8181, 0.0047, -0.0044, -0.0103
Si, 9.6785, 8.1542, 6.7651, -0.0037, -0.002, -0.0008
Si, 0.0132, 9.5032, 6.7543, -0.0008, -0.0014, -0.0029
Si, 3.875, 9.5383, 6.774, 0.0024, 0.0003, -0.0053
Si, 7.7388, 9.4731, 6.6596, -0.001, 0.004, 0.0086
Si, -0.0287, -0.0643, 8.6612, 0.0028, 0.0058, -0.0028
Si, 3.8725, -0.0472, 8.7127, 0.0026, 0.0085, -0.0027
Si, 7.731, -0.0286, 8.4625, 0.002, -0.0074, 0.0029
Si, 1.9017, 1.2614, 8.6667, -0.004, -0.007, 0.0059
Si, 5.8124, 1.3035, 8.5829, 0.0042, -0.0001, 0.0036
Si, 9.6678, 1.3168, 8.6286, -0.0031, -0.0041, 0.01
Si, 0.002, 5.493, 8.7066, 0.0045, -0.0114, -0.002
Si, 3.8807, 5.3043, 8.7992, 0.0013, -0.0052, -0.0032
Si, 7.699, 5.4193, 8.7643, -0.0023, 0.0083, -0.0098
Si, 1.9735, 6.7798, 8.7832, -0.0059, 0.0034, -0.0028
Si, 5.7599, 6.7655, 8.8051, -0.0022, 0.0059, 0
Si, 9.6276, 6.8013, 8.7217, 0.0015, -0.0045, -0.0126
Si, 1.8599, 2.5543, 10.618, -0.0119, -0.0023, -0.0056
Si, 6.0133, 2.2949, 10.6904, 0.0071, 0.0233, -0.0188
Si, 9.7522, 2.7191, 10.5335, -0.0082, 0.0143, 0.0059
Si, 0.0702, 4.0742, 10.5742, -0.0104, -0.0125, 0.0066
Si, 3.6725, 4.9727, 12.4293, -0.0039, 0.0405, -0.0168
Si, 7.7501, 3.9308, 10.6176, 0.0149, -0.0455, -0.0146
Si, 1.9655, 8.2231, 10.691, 0.0031, -0.0037, 0.0206
Si, 5.8274, 8.1825, 10.7285, 0.004, -0.0039, 0.0127
Si, 9.6357, 8.2763, 10.5681, -0.0036, 0.0196, -0.0019
Si, -0.0156, 9.567, 10.6395, -0.0031, -0.0061, 0.02
Si, 3.9062, 9.6, 10.7167, 0.0025, -0.0022, -0.0083
Si, 7.6853, 9.5889, 10.3656, -0.0103, -0.01, 0.0123
Si, -0.4098, -0.0901, 12.624, 0.0048, 0.0158, -0.0255
Si, 3.3364, -0.1438, 12.7239, -0.0071, 0.0077, 0.0138
Si, 7.2978, 0.4191, 11.83, 0.0372, 0.0014, 0.0015
Si, 1.5135, 1.2756, 12.6119, -0.0011, -0.0095, 0.0012
Si, 5.8543, 0.3771, 14.3184, -0.0052, 0.0078, -0.024
Si, 7.959, 2.6175, 14.9025, -0.0024, 0.0096, -0.0227
Si, 0.2176, 5.2822, 12.598, 0.007, 0.0224, -0.0014
Si, 3.9525, 3.6296, 10.5804, 0.0006, 0.0001, 0.0233
Si, 5.7751, 7.113, 12.8864, 0.0057, -0.0053, 0.0221
Si, 2.0631, 6.684, 12.4935, -0.0149, -0.0219, -0.024
Si, 8.0131, 5.3672, 13.5689, -0.001, -0.0186, -0.0413
Si, 9.9841, 6.5027, 13.2539, -0.0013, 0.0024, -0.0146
O, 7.7162, 4.2321, 14.7301, 0.008, -0.0079, 0.0042
O, 7.7423, 4.7217, 12.0768, 0.0073, 0.0404, 0.0588
O, 5.6777, 10.2967, 15.5864, -0.0032, 0.0028, 0.0089
O, 5.1482, 5.6075, 12.7305, -0.014, 0.0023, -0.0014
O, 9.4907, 7.4731, 12.0075, -0.0103, -0.0148, 0.0083
O, 3.2396, 4.1014, 13.7657, 0.0183, -0.0198, 0.0213
O, 0.5408, 4.3539, 13.9495, 0.0037, -0.0023, 0.0188
O, 10.4536, 7.4138, 14.5326, 0.0121, 0.0184, 0.0363
O, 11.073, 9.9517, 14.0173, -0.0078, -0.0017, 0.0165
O, 13.2431, 2.0115, 14.1091, 0.0083, -0.018, -0.0054
O, 6.5565, 1.8203, 14.6183, 0.0052, -0.0131, -0.003
O, 4.8196, 8.058, 13.812, 0.0152, -0.0102, -0.0165
O, 4.6348, 10.3736, 28.1868, -0.0082, -0.0075, -0.0171
O, 1.5184, 2.2736, 29.6982, 0.005, -0.0029, 0.0045
O, 7.7682, 4.4917, 29.7107, -0.0065, -0.0038, -0.0117
O, 2.5194, 9.2919, 30.3538, -0.0287, -0.086, 0.0689
O, -1.9461, 7.8994, 29.5499, 0.0248, 0.0307, -0.041
O, -4.9713, 0.1354, 29.8286, -0.0242, -0.0025, -0.0163
O, 12.2151, 4.7911, 29.6389, -0.0566, -0.0527, -0.0351
O, 4.1536, 4.4789, 31.4043, 0.0516, 0.2367, -0.1457
O, 5.2909, 2.0413, 28.3746, -0.003, 0.0149, -0.0067
O, 6.4607, 7.856, 29.3474, -0.0082, -0.015, 0.0006
O, 0.4042, 8.1626, 28.2466, 0.0014, 0.0034, -0.0158
O, 12.1845, 7.2541, 30.848, 0.2212, -0.0376, 0.0303
Si, 13.1273, 7.8561, 27.1181, -0.0077, -0.0021, 0.0316
Si, 3.3663, 8.3541, 14.4963, 0.0062, -0.0253, -0.0071
Si, 8.726, 3.5063, 28.8288, 0.0093, -0.0092, 0.0218
Si, 7.9009, 2.3483, 20.587, -0.0017, 0.0002, 0.0235
Si, 11.5256, 8.8921, 17.9766, 0.0077, -0.0053, 0.0027
Si, 1.8733, 3.5773, 14.4915, -0.0227, 0.0056, -0.0114
Si, 10.6641, 3.8582, 26.5869, -0.0043, -0.007, 0.0098
Si, -1.7878, 13.2904, 23.9843, 0.0018, -0.0101, -0.0138
Si, 8.9731, 8.8029, 26.3077, -0.0102, 0.0211, 0.0016
Si, 6.7933, 9.1429, 21.7187, 0.0035, 0.0018, 0.0054
Si, 10.6023, 8.9004, 15.1623, 0.0106, -0.0134, -0.0154
Si, 11.4423, 6.0522, 22.3489, -0.0076, -0.0143, -0.018
Si, 0.9987, 10.6324, 20.0515, 0.005, 0.0074, 0.0163
Si, 1.2621, 2.6215, 19.9577, 0.0028, -0.0052, 0.0216
Si, 4.5185, 4.8899, 21.8013, 0.0155, -0.0042, 0.0044
Si, 6.5875, 6.522, 23.1981, 0.0109, -0.0081, -0.0225
Si, 9.3543, 1.3816, 12.417, -0.0003, -0.0251, -0.0439
Si, 5.8691, 5.2336, 26.1103, 0.0054, -0.0016, -0.01
Si, 2.6552, 3.8405, 17.5578, -0.0234, 0.0129, -0.0191
Si, 4.5583, 1.358, 18.0176, -0.0031, -0.0048, 0.0156
Si, 4.0635, 2.341, 23.2551, 0.0014, 0.0079, -0.0164
Si, -0.9376, 8.9302, 28.7512, -0.0151, -0.0092, 0.0339
Si, 13.1769, 7.7272, 20.1655, 0.0055, -0.0004, 0.007
Si, 8.0939, -0.3412, 23.8112, 0.0004, 0.0067, -0.0219
Si, 3.3673, 5.2891, 27.6378, -0.0054, -0.0217, -0.0039
Si, 8.6695, 9.312, 17.3958, -0.0086, -0.0107, -0.0048
Si, 6.4657, 2.3419, 27.2579, 0.0127, 0.0019, 0.0049
Si, -2.7524, 4.7411, 22.1672, -0.003, 0.0068, -0.0068
Si, 10.6952, 1.4338, 21.4197, -0.0103, 0.0026, 0.0041
Si, 4.5888, 9.8061, 16.7335, 0.0027, -0.0316, -0.0236
Si, 6.416, 7.6512, 27.7212, 0.0012, -0.0007, 0.018
Si, 4.1301, 9.4543, 26.9609, 0.0131, 0.0032, 0.0119
Si, 5.5192, 0.4724, 25.1479, 0.0075, 0.0116, -0.024
Si, 5.1928, 11.6881, 21.0517, -0.0002, -0.0042, 0.0121
Si, 4.0369, 5.997, 19.1452, 0.0088, -0.0086, 0.0149
Si, 7.6895, 1.4343, 17.6553, 0.0079, 0.0128, 0.0129
Si, 1.1856, 3.5337, 28.7365, -0.037, 0.0556, 0.0406
Si, -0.5789, 6.7422, 25.2735, -0.0086, -0.0117, -0.0156
Si, -5.32, 8.1426, 18.7427, 0.0029, -0.0046, 0.0136
Si, 13.6228, 4.1108, 22.5975, 0.0126, -0.0055, -0.0077
O, 2.5411, 9.1223, 26.9609, -0.0109, -0.0059, -0.0107
O, 3.6219, 8.6409, 16.0905, 0.0079, 0.0191, 0.023
O, 10.2673, 2.7002, 25.5038, -0.0001, 0.0044, 0.0056
O, 3.7553, 0.2059, 17.166, -0.0094, 0.0166, -0.001
O, 5.5926, 6.0424, 22.0256, 0.0076, 0.0003, 0.0167
O, 1.8479, 12.0242, 19.9295, -0.0015, 0.0091, -0.0083
O, 2.0208, 3.4577, 21.1097, -0.0057, -0.0044, 0.0011
O, 4.4658, 10.2569, 25.5882, -0.0111, -0.0033, 0.0054
O, 9.9044, 9.5457, 27.4327, -0.0088, -0.0084, -0.0182
O, 6.5015, 8.1351, 22.9944, -0.001, -0.007, 0.0029
O, 6.4866, -0.163, 24.0263, -0.0079, 0.0038, 0.0143
O, 6.9335, 8.402, 20.2432, -0.0029, -0.0061, -0.0092
O, 8.0665, 6.0042, 22.8041, -0.0251, 0.0047, 0.012
O, 9.1642, -1.5906, 15.8299, 0.0004, -0.0022, 0.0085
O, 9.4845, 4.3231, 27.6352, 0.0004, -0.005, -0.0139
O, 11.727, 8.8181, 16.3577, -0.0098, -0.0006, 0.0034
O, 14.7076, 5.3311, 22.4982, -0.0121, 0.0073, -0.0006
O, 4.9818, 3.5368, 22.5935, -0.0038, -0.0044, 0.0018
O, 4.3926, 4.7659, 20.1758, -0.0045, 0.0085, -0.0103
O, 5.4333, 6.7431, 18.7224, -0.0015, 0.0041, -0.002
O, 3.2688, 5.3286, 17.8651, -0.0026, -0.0039, -0.0043
O, -1.9373, 7.3718, 25.9212, 0.0096, 0.0001, 0.0023
O, 6.5032, 1.0048, 26.3302, -0.0041, -0.0045, 0.0018
O, 2.3447, 6.5401, 27.5856, -0.0015, 0.0199, -0.0213
O, 9.0945, 1.4456, 21.2194, 0.0009, 0.0053, -0.006
O, 3.8654, 2.7827, 17.7412, 0.0077, -0.0071, -0.0044
O, 8.417, 2.2039, 16.4112, -0.0005, -0.0079, 0.0156
O, 11.0247, 12.8006, 22.9755, -0.0001, 0.0031, 0.0063
O, 0.4937, 10.3188, 18.53, -0.003, 0.0012, -0.0062
O, 4.5735, 0.9299, 19.5739, 0.0082, 0.0001, -0.0085
O, 8.8053, 9.6554, 24.9342, 0.0031, -0.0076, 0.009
O, 2.0156, 3.8008, 16.079, 0.0145, 0.0031, 0.0262
O, 5.2638, 9.283, 18.1288, 0.0041, -0.0019, 0.0057
O, 8.0089, 3.9199, 21.0334, -0.0002, -0.0046, 0.002
O, 17.1539, 10.1499, 21.4095, -0.0037, 0.0056, -0.0074
O, 7.8539, 2.3574, 28.0902, -0.0051, 0.013, -0.0094
O, 2.5748, 2.9419, 23.6032, -0.0064, 0.0004, 0.0046
O, 6.0805, 1.4701, 17.4605, -0.0042, -0.0034, -0.0024
O, 4.6942, 1.7738, 24.6263, 0.0005, -0.0133, 0.0122
O, 0.1619, 3.1366, 27.5399, 0.0077, 0.0005, -0.0022
O, 10.1954, 5.4053, 21.5144, 0.006, 0.0041, 0.0092
O, 8.7449, 12.0702, 23.9975, -0.0043, -0.0026, 0.0088
O, 7.5169, 8.5929, 26.9924, 0.0031, -0.0072, -0.0047
O, 0.6927, 7.6898, 18.777, -0.0019, -0.0022, -0.0011
O, 1.8, 9.3072, 20.5912, -0.0027, -0.0072, -0.0067
O, 4.2387, 5.2237, 26.2631, 0.0075, 0.0019, -0.0048
O, 7.5224, 8.1772, 17.6717, 0.004, 0.0016, -0.0051
O, 6.3396, 3.6784, 26.3298, -0.0045, -0.0029, 0.0036
O, 12.363, 7.573, 25.7043, 0.0053, 0.005, -0.0011
O, 6.2017, 5.9078, 24.6571, -0.003, -0.0015, -0.0031
O, 0.6208, 4.766, 23.0165, -0.0008, 0.0012, -0.0011
O, -0.3171, 2.5337, 20.355, 0.0036, 0.0001, -0.0078
O, 14.6356, 7.0604, 19.8883, -0.0016, -0.0013, -0.0028
O, 4.952, 8.055, 27.1055, -0.0024, 0.0022, -0.0102
O, 8.1775, 10.8185, 17.8046, -0.0016, -0.0026, -0.0011
O, 8.1372, -0.9971, 22.2864, 0.0063, 0.0036, 0.0059
O, -2.4473, 3.7208, 23.3991, 0.0014, -0.0042, 0.0038
O, 6.5246, -9.2481, 21.1358, -0.0027, -0.0056, -0.0082
O, 6.6529, 6.1054, 27.2497, -0.0078, 0.0117, -0.0091
O, 9.9316, 8.8449, 18.32, -0.0032, 0.0022, -0.002
O, 8.0492, 2.2945, 18.9778, -0.0038, -0.0094, -0.0111
O, 4.0446, 1.1652, 22.1342, 0.0018, 0.0018, 0.0007
O, 11.1598, 5.199, 25.8026, 0.0026, 0.0174, -0.0051
O, 1.4388, 3.4246, 18.5663, 0.0039, -0.0028, -0.0046
O, 12.3702, 6.9353, 21.3477, 0.0001, -0.0009, -0.0004
O, 10.9232, 6.8855, 23.6473, 0.0008, 0.0031, 0.0167
O, 11.354, 10.9152, 21.09, 0.0068, -0.0045, -0.0035
O, 2.5278, 3.9358, 27.915, 0.0064, 0.0074, -0.0085
O, 6.2059, 1.5854, 31.9633, 0.0131, -0.0224, -0.0192
O, 14.5473, 6.6344, 30.5273, 0.0978, 0.2083, 0.2887
O, 9.1534, 2.1872, 13.8667, -0.0195, 0.0191, 0.0305
O, -7.5113, 0.6951, 30.3257, 0.0107, -0.025, 0.002
O, 2.7534, 9.6899, 13.8053, -0.0025, 0.0227, -0.0041
O, 7.1151, 6.7513, 13.7607, -0.0145, -0.0084, -0.0112
O, -0.497, -0.7874, 29.7225, -0.0154, -0.0025, -0.0024
O, 4.4534, 5.3502, 28.8609, -0.0052, 0.0385, 0.0061
O, 6.7705, -0.3893, 13.202, -0.0085, 0.0002, 0.0293
O, 2.3086, -14.704, 14.1132, 0.0002, 0.01, 0.0177
O, 9.747, 2.7175, 29.8467, -0.011, 0.0032, -0.0172
O, 4.4524, 11.6796, 13.5675, 0.0114, -0.0096, 0.0066

Results
free energy: -183741.775 eV
free energy less fixed offsets of O -568.88, Si -635.61 eV per atom: 1.305 eV

The program warned: the cutoff lies below the one the program advises for these potential files; the forces do not sum to zero within the program's tolerance; the exchange-correlation potential is rough where the density is thin.
